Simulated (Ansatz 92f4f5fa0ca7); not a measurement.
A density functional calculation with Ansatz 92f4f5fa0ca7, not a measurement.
Periodic cell of 177 atoms, Si107O70, from a study of silicon, its oxide and their interface. The atomic structure is a simulated model.

Settings: functional r2SCAN; potential files Ansatz norm-conserving; basis plane waves; wave-function cutoff 1300 eV; density cutoff ratio 4; exchange-correlation grid ratio 1; k mesh 2 x 2 x 1, shifted by 0.5 0.5 0.5 of a step; self-consistency stop 5e-08 eV per atom in the density residual; occupations Fermi-Dirac, 0.05 eV; spin none; net charge 0.

Cell vectors (angstrom)
a	11.54	0	0
b	0	11.54	0
c	0	0	22.8366

Atoms and the computed forces on them: element, x, y, z (angstrom), force x, y, z (eV/angstrom)
Si	-0.3515	0.4424	-0.3205	2.0342	1.282	1.4171
Si	-0.0717	3.6174	0.2312	1.9314	0.5647	-1.4989
Si	0.648	8.2166	-0.3953	-0.2051	-1.0447	-2.0135
Si	3.9189	-0.2376	0.2722	-0.8299	-0.4331	-0.7119
Si	3.6817	3.9459	-0.2418	-0.2723	1.6019	0.1885
Si	3.9238	8.5758	0.1376	-1.2075	-5.0745	2.6928
Si	7.5048	-0.3691	0.352	-2.3959	-0.5621	-2.1556
Si	8.0005	3.9914	-0.2653	-1.6697	-0.3677	-0.8541
Si	7.2813	8.8462	-0.1846	-0.3164	0.5363	0.3839
Si	1.7127	-0.3149	1.2835	-0.0579	1.3919	-0.515
Si	1.9592	3.6398	1.4052	0.2668	1.91	-0.3554
Si	2.126	7.6865	1.2551	-1.0083	3.3979	0.0759
Si	5.7231	0.131	1.6343	-0.0764	0.9368	-0.1284
Si	5.7938	3.9864	0.9234	0.7106	-0.8452	-0.0788
Si	5.6415	7.8447	1.5239	1.4822	-0.1759	-1.8657
Si	9.3521	0.1168	1.2934	2.4928	0.9214	0.5906
Si	9.6288	3.9926	1.3838	-1.4705	-1.8696	0.2009
Si	9.9679	7.8136	0.587	-0.1064	0.6161	1.8604
Si	1.9608	1.716	2.7147	-0.4201	-0.6946	-0.365
Si	2.0267	5.9653	2.5117	-0.3342	-4.1334	1.386
Si	1.5411	9.5042	2.8324	1.1033	-0.1894	-0.9183
Si	5.795	2.2157	2.5746	-1.2523	-0.3349	-0.2576
Si	5.8624	5.6807	2.5142	-0.304	1.0661	0.2639
Si	5.5912	9.7692	2.7779	1.1654	-0.7866	1.622
Si	9.3393	2.0204	2.8504	1.8	-0.1258	-1.8541
Si	9.4976	6.0064	2.2299	-0.1625	1.4234	0.5071
Si	9.3905	9.5011	2.3066	0.6124	0.6899	1.1831
Si	-0.0973	1.8318	3.9892	0.1403	0.3471	0.7751
Si	-0.1989	5.7642	3.5346	1.4811	-0.0294	1.1605
Si	-0.4336	9.6091	3.9871	0.5099	-0.4643	0.0306
Si	3.9433	1.7496	4.028	-1.02	0.7159	-0.4048
Si	3.9787	5.73	3.9101	-0.911	0.3999	-0.2647
Si	3.6643	9.6395	3.9163	-0.8964	0.2785	2.3767
Si	7.4547	2.0687	4.0587	0.831	-0.7028	1.0139
Si	7.7549	5.8998	3.9596	0.3253	-2.1132	-1.8302
Si	7.71	9.7992	4.1605	-1.2747	-1.0367	-2.0136
Si	-0.2813	-0.1017	5.4741	0.5217	0.0027	0.4797
Si	-0.1335	3.943	5.216	0.184	-0.7358	-0.0573
Si	-0.0039	7.5069	5.0289	0.1512	0.6514	1.2522
Si	3.5573	0.063	5.5717	1.1728	-2.075	0.0024
Si	3.7969	3.751	5.1636	-1.1821	0.7955	-0.4593
Si	4.0039	7.6583	5.3047	-1.1388	-0.2741	-0.6447
Si	7.5895	0.1376	5.4691	-0.701	-0.1281	1.2431
Si	7.8735	3.8623	5.3751	-1.1277	1.2042	0.2509
Si	7.7658	7.6906	5.1982	-0.3841	1.5603	1.9575
Si	1.6559	-0.3087	7.005	0.0373	2.0713	-1.6934
Si	1.8873	3.9709	6.5383	0.1276	0.4196	0.3223
Si	2.0227	7.3593	6.6425	-0.658	1.7095	-0.0536
Si	5.5821	0.0966	7.0201	-0.0245	-1.0771	-1.6456
Si	5.6424	3.8662	6.3956	1.4075	0.4491	2.4068
Si	5.8409	7.3879	6.609	-0.2613	1.5817	0.4241
Si	9.4288	-0.2473	7.0091	-0.2554	-0.1672	-2.2762
Si	9.6202	3.5676	6.8928	0.3434	0.765	-1.6996
Si	9.7198	7.6604	6.4877	0.8112	-0.5912	1.0983
Si	1.7638	2.0405	7.7869	-0.8326	-1.1503	1.8273
Si	2.271	5.7777	8.3894	-0.6297	-0.9072	-1.6223
Si	1.7347	9.3092	8.2711	0.9332	-1.9421	-1.3818
Si	5.4266	2.1604	8.0674	1.8556	0.3237	-0.2001
Si	5.6944	5.677	8.219	0.336	-0.7773	-1.4703
Si	5.6367	9.4168	7.9512	1.1007	-0.6032	0.5633
Si	9.3094	1.6357	8.0985	-0.1263	1.055	1.6286
Si	9.8362	5.6167	7.8771	1.4999	0.8783	-0.9306
Si	9.682	9.4509	8.3498	-0.7781	-1.5337	-0.6071
Si	-0.282	1.6841	9.3116	1.9971	1.6365	-0.2831
Si	0.2329	5.4579	9.4039	-2.2825	-0.636	0.1932
Si	0.0075	9.3247	9.7556	-0.312	-0.7226	-0.0472
Si	3.6119	2.157	9.4193	-1.8714	-0.8841	-0.1869
Si	4.0219	5.7788	9.9118	0.4196	0.2449	1.6744
Si	3.7748	9.3562	9.4207	-0.3417	0.7575	0.1478
Si	7.3901	1.9834	9.4882	-1.0411	0.5181	-0.7506
Si	7.9155	6.143	8.8105	-1.1009	-0.4609	1.884
Si	7.6951	8.4156	9.2443	-1.1592	1.921	0.6948
Si	0.5669	-0.0649	10.5225	-0.5463	-0.1831	3.3817
Si	-0.4832	3.5489	10.8281	0.6578	-1.4427	1.6956
Si	-0.1765	7.0879	10.9297	3.0669	1.2129	-0.1873
Si	3.3164	-0.015	10.4048	2.2786	0.1212	-0.106
Si	3.8193	3.518	11.3235	0.707	-0.139	2.4074
Si	4.3573	8.1557	11.4002	1.1318	-0.9252	-1.6314
Si	6.2758	0.0833	11.6281	-3.2783	0.7172	1.0933
Si	6.1985	2.8481	12.9681	-2.9711	-0.1541	-0.5623
Si	6.8293	8.7109	11.6375	0.643	0.0495	-0.8899
Si	-0.2192	-1.209	12.9858	1.3855	1.1248	0.8582
Si	1.4643	3.4013	13.5961	-2.8428	2.3974	-3.0241
Si	0.8826	4.8931	17.6879	-1.9276	-0.5029	-0.7695
Si	1.225	-5.4039	15.149	2.7292	-2.7415	-1.0498
Si	7.9647	3.883	10.8993	1.2255	-2.086	1.3898
Si	5.5891	3.2808	16.0185	-0.9017	-0.2481	-1.0259
Si	8.6504	-3.5593	16.1918	0.2492	-2.0653	-1.422
Si	12.3319	2.0268	16.2591	-0.6158	1.973	5.246
Si	13.4184	8.0255	12.8537	-1.0373	2.138	0.7367
Si	-3.7267	-0.0136	18.4738	-1.5222	-0.3941	-1.0375
Si	-2.0706	8.0163	13.0146	-1.2353	-1.9515	2.6397
Si	-1.5055	-2.0111	18.208	0.4628	0.6161	-4.9648
Si	3.207	5.5166	16.304	2.0045	-0.3651	0.9257
Si	5.3855	11.8087	17.0296	-0.066	-0.5396	1.6996
Si	10.5496	-0.0387	15.6824	-0.8645	-1.905	-1.0638
Si	4.0448	6.7438	20.9579	1.6751	0.2979	0.2276
Si	8.3734	5.7666	20.0431	-1.6357	-2.6576	0.0284
Si	-4.4279	1.5878	20.8216	1.39	1.8222	-2.3895
Si	0.6291	-1.2309	20.1045	0.7589	-2.417	0.2282
Si	-0.0517	5.7596	20.5942	-2.6072	-2.3265	1.6011
Si	2.5803	0.2515	18.2891	3.2416	1.9916	-2.1256
Si	6.5451	8.0657	20.0559	-1.607	-1.7571	-2.5057
Si	4.0742	13.1698	20.637	0.6628	1.0427	3.2894
Si	7.8055	-0.6092	15.7895	0.1204	-0.2327	-0.7931
Si	7.2248	5.2847	17.3821	-0.1682	1.8107	2.6065
Si	4.91	6.9486	18.2027	-1.2109	0.0475	-2.0279
O	1.1573	-2.0744	-1.3804	-0.9359	0.07	-0.4861
O	-0.0819	-0.0145	-1.9014	-0.4506	0.1891	-0.91
O	-0.0489	2.0964	-0.2826	-0.7922	-2.7105	-0.7865
O	-2.8117	-1.2876	-4.0266	0.3998	-1.2805	0.653
O	-0.0841	4.5454	-1.1264	0.9604	0.2411	0.1019
O	0.5769	7.034	-1.5946	0.2958	1.1231	0.7101
O	3.4036	2.9967	-1.527	0.88	-0.5483	-0.3693
O	3.3319	1.2102	-3.4543	-2.587	-0.5465	-3.6501
O	3.3163	8.0374	-1.2462	0.1496	-1.5628	-1.4889
O	4.2315	6.9107	-6.2136	-0.6424	-1.7578	2.48
O	4.4997	9.8592	-0.3814	1.564	5.3467	-0.1113
O	3.5767	0.3923	-1.1813	1.357	2.3893	-0.7947
O	13.373	-0.9539	-3.9108	-3.0407	-1.2377	3.2858
O	7.8423	-4.9668	-6.1722	0.8641	2.6097	-1.1797
O	8.7187	8.05	-0.3973	-0.6856	-0.0288	-0.9901
O	8.1135	2.6908	-1.3011	-0.9081	0.0692	0.066
O	6.8374	9.2126	-1.7746	0.606	1.144	1.0843
O	3.788	6.8549	-3.4542	-1.2593	-1.0643	-0.8789
O	-0.5083	-0.0761	11.8545	1.3977	0.534	0.0193
O	-1.5728	-2.0453	12.7433	0.2391	-0.5181	0.6726
O	1.4386	2.4897	14.9383	1.0296	0.3557	-3.3338
O	-2.0638	3.3481	11.3061	0.3002	0.7235	-0.3274
O	3.4393	8.3578	12.7303	0.8124	-0.4427	-0.1859
O	1.3731	7.0392	11.722	-0.9992	-0.3615	-1.1522
O	1.1618	-2.0198	12.5506	-1.0215	-1.551	1.4565
O	6.5637	1.3134	12.6825	0.3995	-1.0571	-1.016
O	7.1759	3.9883	12.369	0.3781	-0.264	-0.0369
O	2.7342	3.2159	12.6996	3.1739	0.1696	-1.7734
O	1.6311	7.4718	14.3656	-1.186	1.0164	-0.3662
O	6.8964	10.2724	12.2724	-0.2462	-0.5372	-0.9388
O	5.6988	-8.8716	14.5044	1.0192	1.2641	-0.4037
O	4.5128	-0.1464	11.4989	4.854	0.506	1.0073
O	12.6291	4.9716	13.9365	0.1201	0.5515	2.1851
O	10.8515	1.4549	16.1929	-0.3372	-0.8147	-1.6597
O	6.8908	0.5746	10.2325	0.6308	-0.2057	-0.1118
O	7.964	7.8686	12.4846	-1.2818	0.1923	-0.2698
O	-2.1833	-3.9067	14.6717	-0.2097	0.9861	-0.2138
O	0.0659	-0.719	14.5774	-1.095	0.5636	-1.143
O	-0.3667	-13.8517	19.2143	2.1932	1.6855	3.2358
O	0.4626	3.4083	17.1476	-0.1288	0.1402	0.2971
O	0.2945	5.9694	16.452	0.0022	-0.504	1.2432
O	-3.7422	7.1767	19.6372	1.3512	1.0714	-0.0341
O	6.247	-0.2312	15.6792	-2.1034	0.5408	0.299
O	5.7789	-3.2704	18.5555	0.5353	0.6752	1.5631
O	2.0884	0.0885	11.4542	-3.0885	0.2474	-2.5189
O	8.257	5.2745	10.232	-1.0527	1.3928	-0.1611
O	4.2557	4.24	15.8922	0.0774	0.6787	0.7332
O	5.3805	1.9214	16.9404	0.1363	0.5661	-0.1449
O	10.6471	-0.9373	17.0063	-0.7638	-1.1219	1.6361
O	9.0937	-0.2049	14.8398	-0.2186	-0.5932	0.5027
O	7.7196	5.3079	21.6191	1.1611	-0.1125	-2.2685
O	9.9544	-3.3811	17.2344	-2.7323	1.3094	0.507
O	11.8967	3.4055	12.2628	-0.4767	-0.87	0.1096
O	10.4232	6.9327	12.213	-1.6171	0.6804	1.1968
O	-4.6425	0.417	21.8109	0.4366	-1.7435	1.3092
O	1.693	1.0444	17.1979	-0.3407	0.4513	-0.2664
O	-9.091	4.7961	17.6642	2.9351	1.6758	-1.2305
O	5.6388	13.5891	20.2719	-0.6763	-0.4487	1.2841
O	0.5198	5.3951	19.192	1.0675	-0.8339	-2.5736
O	-3.6005	1.1905	19.4283	0.4742	1.8481	3.0294
O	-3.3899	4.8208	18.6079	1.0325	0.2384	2.4181
O	5.9081	5.694	18.3503	-0.0307	-0.837	-1.8447
O	6.204	11.2086	18.4433	-0.12	0.6405	-2.3524
O	3.8792	11.2483	17.4345	0.8418	0.3406	-1.2007
O	8.2292	0.4202	16.9704	0.2264	-0.1897	1.2957
O	7.5825	-2.2427	16.0304	2.7059	-0.9441	0.3996
O	5.7031	6.9849	20.9203	-1.9409	-0.3545	0.9358
O	3.7114	5.5844	22.0478	-0.2724	-1.6691	-0.6564
O	6.9569	4.1972	16.2755	-1.7897	-2.0296	-0.395
O	9.8954	5.7376	20.2805	1.6755	1.2036	0.349

Results
free energy: -45068.516 eV
free energy less fixed offsets of O -463.61, Si -117.95 eV per atom: 4.834 eV
pressure: -1.35 GPa
stress xx, yy, zz, yz, xz, xy (GPa, positive in tension): 0.39, 0.46, 3.2, -1.61, -0.55, -0.18
